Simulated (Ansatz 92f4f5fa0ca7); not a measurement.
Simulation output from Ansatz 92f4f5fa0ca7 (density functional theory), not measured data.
Periodic cell of 300 atoms, Si196O104, from a study of silicon, its oxide and their interface. The atomic structure is a simulated model.
Doubt: the cutoff is far below the 930 eV that the study's wrapper takes by default for these files, so forces and energies are approximate.
This geometry differs little from another in the collection (a relaxation step or a small displacement).

Settings
functional: PBE
potential files: Ansatz PAW
basis: plane waves
wave-function cutoff: 580 eV
density cutoff ratio: 5
exchange-correlation grid ratio: 1
k mesh: 1 x 1 x 1, Gamma-centred
self-consistency stop: 5e-08 eV per atom in the density residual
occupations: fixed
spin: none
net charge: 0

Cell vectors (angstrom)
a	11.6015	0	0
b	0	10.938	0
c	0	0	40.8256

Atoms and the computed forces on them: element, x, y, z (angstrom), force x, y, z (eV/angstrom)
Si	0	0	0.9665	-0.002	0.0207	0.0219
Si	3.8672	0	0.9665	-0.0097	0.053	0.0033
Si	7.7343	0	0.9665	-0.0069	0.0314	-0.0364
Si	1.9336	1.3673	0.9665	0.0006	-0.0135	0.043
Si	5.8008	1.3673	0.9665	0.0008	-0.0517	-0.0193
Si	9.6679	1.3673	0.9665	0.0038	-0.0081	-0.0077
Si	0	5.469	0.9665	-0.0106	0.0298	-0.0039
Si	3.8672	5.469	0.9665	0.0022	0.0748	-0.0188
Si	7.7343	5.469	0.9665	0.0222	0.0536	-0.0332
Si	1.9336	6.8362	0.9665	-0.0136	-0.0816	0.0255
Si	5.8008	6.8362	0.9665	0.0013	-0.0656	-0.0034
Si	9.6679	6.8362	0.9665	0.0059	0.0091	0.0126
Si	1.9336	2.7345	39.8585	0.0084	-0.0547	0.0607
Si	5.8008	2.7345	39.8585	0.0251	0.0735	-0.0124
Si	9.6679	2.7345	39.8585	0.0612	0.0064	0.0265
Si	0	4.1018	39.8585	-0.0003	-0.0105	0.024
Si	3.8672	4.1018	39.8585	0.0486	-0.108	-0.0284
Si	7.7343	4.1018	39.8585	-0.0074	-0.1338	-0.0806
Si	1.9336	8.2035	39.8585	0.0047	0.0823	-0.0372
Si	5.8008	8.2035	39.8585	0.008	0.1076	-0.0669
Si	9.6679	8.2035	39.8585	-0.0034	-0.0138	-0.0006
Si	0	9.5708	39.8585	-0.0044	0.0886	0.1237
Si	3.8672	9.5708	39.8585	0.0206	-0.0206	0.0456
Si	7.7343	9.5708	39.8585	0.0315	-0.0947	-0.0283
Si	0	0	4.8337	0.111	-0.1431	0.2994
Si	3.8672	0	4.8337	-0.0966	-0.1304	0.1928
Si	7.7343	0	4.8337	-0.0368	-0.0353	-0.2965
Si	1.9336	1.3673	4.8337	-0.0606	-0.0433	0.1256
Si	5.8008	1.3673	4.8337	-0.1105	-0.1609	-0.2051
Si	9.6679	1.3673	4.8337	-0.017	-0.0569	-0.2115
Si	0	5.469	4.8337	-0.0199	0.001	0.0632
Si	3.8672	5.469	4.8337	-0.1562	-0.0394	0.087
Si	7.7343	5.469	4.8337	-0.0638	0.1113	-0.127
Si	1.9336	6.8362	4.8337	0.0067	-0.0202	0.3957
Si	5.8008	6.8362	4.8337	-0.1426	-0.2007	-0.0532
Si	9.6679	6.8362	4.8337	0.0813	-0.1788	-0.1835
Si	1.9336	2.7345	2.9001	-0.0106	0.0517	0.0056
Si	5.8008	2.7345	2.9001	-0.0154	-0.0019	-0.0559
Si	9.6679	2.7345	2.9001	0.0013	-0.0401	-0.0723
Si	0	4.1018	2.9001	0.0122	-0.0643	0.0413
Si	3.8672	4.1018	2.9001	-0.0348	-0.0869	0.0354
Si	7.7343	4.1018	2.9001	-0.0197	-0.0335	0.0061
Si	1.9336	8.2035	2.9001	-0.0151	0.1438	0.0639
Si	5.8008	8.2035	2.9001	-0.0276	0.059	0.006
Si	9.6679	8.2035	2.9001	-0.0137	-0.0005	-0.0075
Si	0	9.5708	2.9001	-0.0305	-0.0556	0.029
Si	3.8672	9.5708	2.9001	-0.0223	-0.0634	0.016
Si	7.7343	9.5708	2.9001	-0.001	0.0597	-0.0786
Si	-1.1064	3.2546	28.6695	0.0047	-0.0031	0.0041
Si	1.8437	-2.7275	32.1359	0.006	0.0037	0.0024
Si	11.0175	-4.6953	28.455	0.0036	0.0057	0.0057
Si	5.2764	4.5673	31.8979	0.0065	0.0012	0.0002
Si	7.8689	-1.6505	22.7437	-0.0038	-0.003	-0.0016
Si	12.9772	1.5843	29.4198	0.009	0.0016	-0.0033
Si	-3.62	10.3308	31.7213	0.0101	-0.0501	0.0062
Si	4.9712	10.9619	26.9255	-0.0013	-0.0059	-0.0033
Si	8.7453	7.0662	30.6345	-0.0039	-0.0001	-0.0074
Si	2.0329	10.8762	26.8838	0.0037	-0.0025	0.0012
Si	7.7198	5.113	31.6661	0.0003	-0.004	0.0069
Si	5.1782	8.0704	31.7027	0.0022	0.0052	0.0027
Si	3.9952	6.1567	30.7415	-0.0017	-0.0006	-0.006
Si	0.425	-2.5603	26.2571	0.0106	0.0054	-0.0032
Si	5.4384	2.1994	31.7313	-0.0005	-0.0012	-0.0001
Si	-4.6996	7.1997	26.2186	-0.0035	0.0067	-0.0026
Si	9.6889	8.5622	32.2043	-0.0188	0.054	-0.0208
Si	9.3221	0.7482	26.8318	0.0002	-0.0058	0.0028
Si	-1.0844	13.4915	32.1111	0.0028	0.0218	-0.0088
Si	0.0691	9.685	32.3393	0.0133	-0.0055	-0.0051
Si	7.0674	8.6804	30.3318	-0.0015	0.0117	-0.0045
Si	3.5827	9.8478	31.9877	0.0037	-0.0083	-0.0038
Si	3.3994	12.153	30.8918	-0.0054	-0.0079	0.0002
Si	12.2395	4.2883	32.2237	-0.0105	-0.0051	-0.0012
Si	-0.0676	-0.0468	34.3417	-0.0026	-0.0047	0.0081
Si	3.813	-0.082	34.1271	0.0064	0.0002	-0.0008
Si	7.6901	0.1412	33.9398	0.0023	0.0034	-0.0011
Si	1.8901	1.2245	34.385	0.0065	-0.0034	0.0026
Si	5.6826	1.3766	33.9761	0.0041	0.0035	0.0039
Si	9.723	1.4522	34.0992	0.0062	-0.0002	-0.0027
Si	0.1999	5.5771	34.1314	0.0062	-0.002	-0.0008
Si	4.1886	5.4748	33.9511	-0.0037	-0.0077	-0.0014
Si	7.9124	5.6903	33.9538	0.0037	-0.0008	-0.0003
Si	2.1801	6.8483	34.0558	-0.0027	-0.0023	0.0003
Si	5.933	7.0767	33.9022	-0.0007	0.0097	-0.005
Si	9.8445	7.0242	34.0624	-0.0104	-0.0175	0.0083
Si	1.9841	2.8204	36.0634	-0.0018	0.0009	-0.0007
Si	5.8261	2.7506	35.9355	-0.002	0.0041	0.0012
Si	9.6727	2.8159	36.0073	0.0007	0.0023	-0.0035
Si	0.0327	4.1443	36.005	-0.001	0.002	-0.0014
Si	3.9472	4.1536	35.9471	-0.0026	0.0021	0.001
Si	7.7425	4.19	35.8886	-0.0011	0.0022	-0.0036
Si	2.0586	8.1775	36.0116	0.001	-0.0004	-0.0014
Si	5.9083	8.2519	35.9646	-0.0026	-0.0051	0.0009
Si	9.6995	8.226	36.0531	-0.0035	0.0042	-0.0006
Si	0.0593	9.4573	36.1311	-0.0005	-0.0011	0.0012
Si	3.9555	9.5428	36.0438	0.0025	-0.0013	0.0008
Si	7.8064	9.6578	35.9182	-0.0023	0.0033	-0.0061
Si	0	0	37.925	0.1685	0.082	0.3203
Si	3.8672	0	37.925	0.0812	0.172	0.0784
Si	7.7343	0	37.925	0.074	0.1643	-0.2245
Si	1.9336	1.3673	37.925	0.0837	0.1627	0.247
Si	5.8008	1.3673	37.925	0.0837	0.1352	-0.2892
Si	9.6679	1.3673	37.925	-0.1001	0.1954	-0.1212
Si	0	5.469	37.925	0.0044	0.1937	0.1951
Si	3.8672	5.469	37.925	0.049	0.1518	-0.1566
Si	7.7343	5.469	37.925	-0.0884	0.0359	-0.2387
Si	1.9336	6.8362	37.925	0.1075	-0.233	0.1588
Si	5.8008	6.8362	37.925	0.202	0.0434	-0.2475
Si	9.6679	6.8362	37.925	-0.1579	-0.1511	0.2514
Si	1.8548	2.6835	6.8164	-0.0014	0.0009	0.0027
Si	5.7123	2.7549	6.7077	-0.0009	0.001	-0.0009
Si	9.6177	2.7646	6.7089	-0.0015	0.0018	-0.0016
Si	-0.0324	4.1006	6.7832	-0.0013	0.001	0.0003
Si	3.7776	4.0922	6.7887	-0.001	-0.001	-0.0006
Si	7.6538	4.0748	6.7227	-0.0008	0.0015	0.0003
Si	1.918	8.1268	6.8888	-0.0027	-0.0005	0.001
Si	5.7357	8.163	6.7694	-0.0029	0.0002	0.0003
Si	9.6658	8.1786	6.7444	-0.0014	0.0002	-0.0007
Si	-0.0067	9.5334	6.8105	-0.0023	-0.0022	0.0001
Si	3.8217	9.5557	6.8064	-0.0031	-0.0012	-0.0011
Si	7.6928	9.4617	6.6527	-0.0016	-0.0021	0.0035
Si	-0.1951	-0.094	8.7967	0.0023	-0.0016	-0.0007
Si	3.7836	0.0297	8.7303	0.0012	-0.0001	0.0017
Si	7.5948	-0.0934	8.4868	0.0033	0.0051	-0.0022
Si	1.7905	1.2701	8.7664	0.0035	-0.0007	-0.0012
Si	5.7554	1.3564	8.5758	0.0041	0.0012	0.0013
Si	9.5079	1.264	8.4979	0.0029	-0.0014	-0.0011
Si	-0.0682	5.3954	8.7801	0.0002	-0.0021	0.0018
Si	3.8668	5.349	8.8022	0.0008	-0.0017	0.0003
Si	7.663	5.4284	8.6298	-0.0004	0.0007	-0.001
Si	1.9112	6.7347	8.9302	0.0002	-0.0004	0.0028
Si	5.7295	6.8122	8.7202	0.0005	-0.0019	-0.003
Si	9.587	6.7424	8.6047	0.0009	-0.0011	-0.0022
Si	6.0908	2.5644	10.5646	-0.0021	-0.0058	-0.0016
Si	3.2591	-0.9189	19.0969	0.0018	0.002	0.0007
Si	13.3582	-2.6157	10.7747	-0.0064	-0.003	0.0054
Si	3.7675	-0.2274	12.9575	-0.0042	-0.0025	-0.0085
Si	3.721	-1.2195	10.7379	-0.0026	0.0043	0.0016
Si	11.4883	3.8051	10.5689	-0.0011	0.0002	0.0029
Si	4.0015	3.801	10.6533	-0.0015	-0.0044	0.0008
Si	5.5514	8.2532	10.6214	0.0081	0.0065	0.0005
Si	13.5475	13.5668	10.6879	0.0025	-0.0004	-0.0036
Si	-2.0858	13.4298	10.4524	0.0012	-0.0067	-0.0006
Si	-0.3877	9.3057	10.6737	0.0035	0.0064	0.0076
Si	8.2974	13.9405	14.8511	0.0031	-0.003	0.0156
Si	-0.5652	3.615	13.4401	0.0076	0.0014	-0.0023
Si	9.232	-3.0493	10.6005	0.0025	-0.0009	0.0034
Si	7.9506	-4.7129	12.0632	-0.0018	-0.0015	0.0027
Si	5.6425	-4.0913	12.5317	0.0025	-0.0007	-0.001
Si	5.1546	-2.6693	14.409	-0.0012	-0.0035	0.0027
Si	14.5037	-3.2664	24.4547	0.0051	0.0004	0.001
Si	-3.7643	4.2064	10.6416	-0.003	0.0047	-0.0014
Si	7.5585	9.5152	10.4154	-0.0152	-0.0252	-0.015
Si	7.9164	0.3327	11.9187	-0.0038	0.0261	0.0246
Si	-3.4757	9.4037	14.6041	-0.0059	0.0096	0.0053
Si	0.4766	10.0976	16.1072	0.0026	0.0026	0.0107
Si	13.2377	1.8133	12.8917	-0.0011	0.0009	-0.0021
O	41.7391	-29.5202	26.5827	0.0028	0.0008	0.0023
O	11.7287	9.13	17.3824	0.0032	0.0012	-0.0014
O	8.4705	-0.8061	16.0314	0.0012	0.0061	-0.0025
O	-1.2977	3.1178	22.3408	0.0004	0.0006	0.0058
O	-32.0055	-5.6431	13.4205	0.0024	-0.0037	0.0038
O	10.8275	-14.361	13.5937	-0.0028	-0.0097	-0.0009
O	-5.0252	-1.9822	14.7895	-0.0005	0.0017	-0.0007
O	-9.2749	11.3343	18.8238	-0.001	-0.0009	0.0008
O	0.7538	20.1826	14.7558	0.0022	-0.0008	-0.0021
O	4.4387	-4.5941	29.1457	0.0022	0	0.0037
O	-9.4039	-10.6463	13.1499	-0.0014	0.0027	0.0023
O	7.7608	15.1225	15.8398	0.003	0.0016	-0.0044
O	25.0537	18.7858	25.6729	-0.0016	0.0014	0.0003
O	0.2745	42.0363	21.6887	0.0015	-0.0003	0.0001
O	-17.095	-4.794	27.1542	-0.0006	-0.0037	0.0001
O	5.3909	18.4251	18.4736	-0.0043	0.0046	-0.0032
O	-6.6317	-9.3149	27.28	-0.0023	0.0003	-0.0005
O	6.3318	9.627	23.2055	0.0049	0.001	-0.0024
O	3.8318	8.9583	24.0875	-0.0009	-0.0024	-0.001
O	-21.8769	-15.0551	20.7641	-0.0011	0.0061	-0.0021
O	-20.7906	-8.1883	14.0175	-0.0077	-0.0006	0
O	-19.7955	-30.7519	17.0336	0.0028	-0.001	-0.0039
O	11.0762	4.5281	24.3038	0.0024	-0.0011	0.0018
O	10.8483	33.0178	15.9854	-0.0092	-0.0007	-0.0035
Si	1.0133	-2.5203	20.4533	0.0054	0.0014	-0.0007
Si	-4.4438	15.0109	17.3549	-0.0055	-0.0015	0.0048
Si	13.3846	2.1821	32.2938	-0.0032	0.0017	0.0023
Si	13.1508	6.1598	30.8435	-0.0016	0.0025	-0.0039
Si	10.8429	16.9395	17.0293	0.0091	-0.0054	0.0099
Si	-2.1484	7.2985	14.4543	-0.0119	-0.0088	-0.0028
Si	-1.1536	-0.7454	24.3698	0.006	-0.0068	-0.002
Si	-8.1472	15.9177	25.4678	0.002	0.001	-0.007
Si	-4.0578	-1.4765	28.1137	-0.0047	-0.0039	0.0106
Si	0.1172	22.6308	31.1661	0.0024	-0.0122	-0.0047
Si	13.6658	5.4741	17.1932	-0.0013	-0.0023	0.0045
Si	11.8852	3.5672	18.3859	0.0006	0	0.0054
Si	1.0175	-6.8082	23.9561	0.0026	0.0025	-0.0023
Si	4.968	16.2911	27.9876	0.0025	0.004	-0.0003
Si	4.9247	2.8686	23.6038	-0.0021	0.0028	-0.0048
Si	-3.3086	12.7484	19.0511	-0.0002	0.0034	0.0019
Si	10.5578	2.2652	20.9943	-0.0014	-0.0004	-0.0034
Si	-6.3614	-5.6897	21.7512	0.0001	-0.0041	-0.0021
Si	4.2561	15.8314	12.7055	-0.002	-0.001	-0.009
Si	-6.2096	2.287	14.2709	-0.0013	0.0045	0.0077
Si	2.0752	1.231	17.4406	-0.0005	0.0009	0.0049
Si	-0.5593	19.3647	18.7071	-0.0123	-0.0009	-0.0011
Si	-5.4707	2.6295	27.8597	-0.0015	-0.0009	0.0038
Si	6.4884	-4.4535	19.1312	0.0006	-0.0052	0.001
Si	9.7209	4.0017	23.5603	-0.0006	0.0019	-0.0087
Si	-3.9064	17.2232	23.4538	0.0013	-0.0042	-0.0033
Si	-9.3073	1.2505	23.917	0.0068	0.0077	-0.0021
Si	2.0555	15.2238	14.4826	0.0044	0.0022	0.0027
Si	-6.6159	2.0125	16.6082	-0.0014	-0.0047	0.0179
Si	2.1758	17.1125	21.9983	0.0049	-0.0057	0.004
Si	19.1093	13.4243	25.2709	0.0017	0.0035	-0.0126
Si	5.3527	31.2751	24.4867	-0.0025	-0.0042	-0.0017
Si	8.1148	8.9938	19.6931	-0.0005	-0.0022	0.0004
Si	-7.4084	29.5716	17.3949	-0.0012	-0.0039	0.0045
Si	6.0339	0.0515	18.729	-0.0033	0.0057	0.0036
Si	9.3403	0.4876	16.4866	-0.0021	0.008	0.0055
Si	0.3495	-2.2789	13.2957	0.0116	0.0071	-0.0151
Si	0.2268	-0.2639	22.4547	-0.0031	0.0054	0.0031
Si	-2.6181	14.2616	30.6202	-0.0025	-0.0073	0.0081
Si	7.41	23.4949	30.5408	0.0077	0.0119	-0.0046
O	21.0812	-7.3859	13.8798	-0.0094	-0.0022	0.0006
O	5.9163	8.2173	25.4378	0.0039	-0.0032	0.0006
O	-19.7068	20.0747	17.7267	-0.0014	-0.0016	-0.0022
O	-5.4871	21.0925	27.7321	-0.004	0.0042	-0.0027
O	-3.6321	22.9547	25.9555	0.0008	0.0014	-0.0005
O	-10.8253	6.2624	29.3742	0.002	-0.0038	-0.0008
O	-3.4411	25.1398	18.3468	-0.0016	0.0009	-0.002
O	-9.8335	0.1446	22.8492	-0.0055	-0.0051	-0.0016
O	18.1921	12.2449	11.5855	0.0022	-0.0011	0.0005
O	7.0382	2.3435	14.0495	0.0001	-0.0012	-0.0093
O	5.6215	11.5362	17.2226	-0.003	0.0054	-0.0056
O	-7.0041	29.4852	15.8144	0	0.0032	-0.0085
O	11.3092	-10.0591	21.3893	-0.0024	0.0004	-0.0016
O	0.7796	2.2114	17.6112	0.0015	-0.0025	-0.0032
O	7.0057	-9.2201	28.8965	0.0042	-0.0034	-0.0019
O	-3.0158	-26.6159	13.5986	0.006	0.0009	0.0027
O	7.0887	-12.1287	18.6677	-0.0011	0.0002	-0.0046
O	1.7831	21.9833	16.2994	-0.0024	-0.0036	-0.0059
O	16.6958	-7.275	22.1735	0.0008	0.0012	-0.0021
O	-0.4308	15.4464	12.068	0.0011	0.0047	-0.0001
O	-2.5202	12.858	20.4451	0.0016	-0.001	0.0025
O	-21.935	-8.4149	23.8719	-0.0007	0.0011	0.0014
O	22.2508	4.7238	27.9159	0.0013	-0.0019	-0.0043
O	11.37	-7.7925	19.8734	0.0002	-0.0015	0
O	38.6786	17.3607	24.8456	0.0002	-0.0004	0.0002
O	-17.9567	-11.0881	25.3268	0.0012	0.0049	0.0055
O	2.4911	-23.6986	20.2043	-0.0013	-0.0009	-0.0011
O	4.082	20.3789	13.9513	0.0005	-0.0035	0.0029
O	12.014	4.3903	14.5096	-0.0082	0.0006	-0.0011
O	8.9124	12.7817	15.7607	-0.0004	-0.004	-0.0056
O	9.6511	-45.5304	19.1727	0.0017	0.0007	0.0002
O	-14.2683	-0.8903	23.7241	0.0008	0.0013	0.0006
O	21.993	0.2857	25.6685	-0.0004	0.0008	-0.0014
O	9.1366	11.7277	18.0778	0	-0.0032	-0.0067
O	-5.2199	13.2503	24.1008	0.0046	0	0.0054
O	-2.7676	14.1067	24.6361	-0.0028	-0.0037	0.0067
O	11.2955	9.8115	12.2964	-0.0014	-0.0025	-0.0052
O	-18.2366	14.7215	13.7234	0.0046	-0.002	-0.0018
O	3.812	12.6167	23.4773	-0.0016	-0.0021	0.0012
O	-3.4198	-14.1735	22.8584	0.0032	0.0042	-0.0017
O	8.1554	10.5582	13.4052	-0.0029	-0.0071	-0.0046
O	9.2223	23.1979	11.6457	0.0007	0.0054	-0.0055
O	21.3122	-26.0961	29.3213	-0.0072	0.002	0.0109
O	18.4085	12.2173	19.4646	-0.0011	-0.0023	-0.0001
O	-19.5093	26.8235	27.0627	0.0004	-0.0011	0.0008
O	11.0026	-13.0998	25.035	-0.0029	0.0046	-0.0026
O	4.7233	10.5459	19.6007	-0.0002	0.0002	0.0009
O	-9.4188	-10.376	25.3892	0.0008	-0.0011	-0.0046
O	-6.8819	1.0397	13.4237	0.0011	0.0007	-0.0042
O	18.6565	27.4636	17.9035	0.0017	-0.0016	-0.0028
O	10.7625	-6.5339	17.4892	-0.0044	0.0057	-0.0065
O	21.4198	17.4639	15.8706	-0.0025	0.0015	-0.0081
O	12.3923	17.238	16.581	-0.0045	0.002	-0.0034
O	-9.7245	15.647	25.2113	-0.0028	-0.0012	0.0012
O	-17.4998	3.3195	17.3162	-0.0011	-0.002	-0.0025
O	11.6312	23.9587	13.2075	-0.0012	-0.0022	0.0044
O	-17.6691	14.8848	28.6333	0.0008	0.0019	0.0021
O	-8.4273	17.4243	17.7419	-0.0005	0.0035	0.0016
O	0.8899	-1.2145	27.0777	-0.0045	-0.0035	-0.0016
O	13.1109	26.6548	22.5297	0.0014	-0.0004	-0.0006
O	-24.8346	23.9098	27.6527	0.0026	0.0062	0.0034
O	-8.086	10.323	27.3217	0.0025	0.0002	-0.0002
O	2.0306	-14.557	23.1436	-0.002	0.0025	0.0007
O	-15.4923	-26.4807	25.0942	0.0012	0.0008	0.0046
O	1.5859	-9.7986	27.8671	-0.0033	0.0011	0.0063
O	2.6449	26.4411	15.9687	-0.0019	-0.002	-0.0082
O	19.2645	7.4201	19.7737	0.0012	0.0019	-0.0011
O	-7.2017	3.8797	24.7597	0.0011	-0.0014	0.0037
O	15.3574	27.7996	21.6751	-0.0022	0.0009	0.0003
O	-23.5029	-3.6681	27.209	-0.0034	-0.0058	0.0032
O	-17.2948	-5.4703	20.2777	-0.0006	0.0009	-0.0009
O	13.1951	-6.3829	18.4697	0.0016	0.001	-0.0025
O	8.8432	21.4182	27.8625	0.008	0.0055	-0.0003
O	-12.633	-14.9845	18.3672	0.0006	0.0012	0.0001
O	-5.4013	27.8245	22.882	-0.0017	0.0008	0.0012
O	8.0346	9.6944	21.1767	0.0018	0.0016	0.0012
O	8.7887	5.1883	22.9624	0.0018	-0.0001	0.0005
O	0.4595	2.9774	29.1962	-0.0082	0.001	-0.0064
O	13.1876	7.9647	12.4417	0.0016	0.0007	-0.0005
O	-3.7472	8.1432	27.1566	0.0053	-0.0057	-0.0074

Results
free energy: -183737.058 eV
free energy less fixed offsets of O -568.88, Si -635.61 eV per atom: 6.022 eV

The program warned: the cutoff lies below the one the program advises for these potential files; the exchange-correlation potential is rough where the density is thin.
